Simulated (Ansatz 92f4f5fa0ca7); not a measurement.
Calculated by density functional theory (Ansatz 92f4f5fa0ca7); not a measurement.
Periodic cell of 254 atoms, Si144O106N4, from a study of silicon, its oxide and their interface. The atomic structure is a simulated model.
This geometry differs little from another in the collection (a relaxation step or a small displacement).

Settings
functional: r2SCAN
potential files: Ansatz PAW
basis: plane waves
wave-function cutoff: 800 eV
density cutoff ratio: 5
exchange-correlation grid ratio: 1
k mesh: 1 x 1 x 1, shifted by 0.5 0.5 0 of a step
self-consistency stop: 1e-10 eV per atom in the density residual
occupations: fixed
spin: none
net charge: 0

Cell vectors (angstrom)
a, 10.887, 0, 0
b, 0, 10.887, 0
c, 0, 0, 35.9762

Atoms: element, x, y, z (angstrom)
Si, -0.3247, 0.3489, -0.1433
Si, 3.0328, 2.4582, 0.1292
Si, -0.3086, 5.8104, 0.125
Si, 3.1233, 7.8776, 0.2228
Si, 5.1012, 0.1156, 0.1317
Si, 8.2571, 2.5338, 0.1062
Si, 5.4053, 5.6737, 0.0123
Si, 8.3425, 8.0226, 0.1099
Si, 1.3362, 1.3369, 1.287
Si, 4.2171, 4.0668, 1.3317
Si, 1.3846, 6.8163, 1.4047
Si, 4.0701, 9.506, 1.5824
Si, 6.7593, 1.2879, 1.383
Si, 9.4769, 4.1251, 1.354
Si, 6.8248, 6.8502, 1.4456
Si, 9.5757, 9.6, 1.296
Si, 0.0103, 2.745, 2.67
Si, 2.615, -0.008, 2.7755
Si, 0.0401, 8.2421, 2.7203
Si, 2.7632, 5.3907, 2.6964
Si, 5.483, 2.7156, 2.7606
Si, 8.1753, -0.0255, 2.7261
Si, 5.4969, 8.1781, 2.8488
Si, 8.1513, 5.4502, 2.7729
Si, 1.3848, 4.0617, 4.0632
Si, 4.0488, 1.368, 4.0659
Si, 1.3253, 9.5456, 4.1716
Si, 4.0825, 6.7795, 4.097
Si, 6.8118, 4.0835, 4.1322
Si, 9.5315, 1.3805, 4.0541
Si, 6.8606, 9.5283, 4.1535
Si, 9.5454, 6.8384, 4.0591
Si, -0.0333, 0.0302, 5.4891
Si, 2.7077, 2.7084, 5.4597
Si, 0.02, 5.4511, 5.3969
Si, 2.7225, 8.1552, 5.4492
Si, 5.4328, 0.0106, 5.4207
Si, 8.1802, 2.7231, 5.4475
Si, 5.4353, 5.4361, 5.4806
Si, 8.1966, 8.1524, 5.4872
Si, 1.3535, 1.3675, 6.85
Si, 4.0596, 4.0742, 6.8149
Si, 1.3433, 6.8075, 6.7864
Si, 4.0881, 9.5289, 6.7857
Si, 6.784, 1.3681, 6.7794
Si, 9.5568, 4.0863, 6.7772
Si, 6.8112, 6.7997, 6.8347
Si, 9.517, 9.5334, 6.8442
Si, -0.0174, 2.7383, 8.1965
Si, 2.7265, -0.0295, 8.1723
Si, -0.0034, 8.1544, 8.1751
Si, 2.6824, 5.4458, 8.1381
Si, 5.414, 2.6948, 8.1518
Si, 8.137, 0.0249, 8.1502
Si, 5.441, 8.196, 8.1642
Si, 8.1999, 5.4199, 8.1514
Si, 1.3344, 4.1226, 9.5407
Si, 4.0639, 1.3395, 9.5459
Si, 1.3515, 9.5099, 9.5329
Si, 4.0353, 6.8224, 9.4599
Si, 6.8325, 4.0239, 9.4552
Si, 9.4937, 1.3506, 9.5382
Si, 6.796, 9.5804, 9.5223
Si, 9.5351, 6.7851, 9.5427
Si, -0.0218, -0.019, 10.8857
Si, 2.649, 2.7029, 10.8562
Si, -0.0022, 5.454, 10.971
Si, 2.6891, 8.1375, 10.8935
Si, 5.4684, 0.0368, 10.9412
Si, 8.1303, 2.6924, 10.917
Si, 5.4497, 5.4294, 10.6776
Si, 8.1648, 8.1996, 10.8268
Si, 1.219, 1.4169, 12.2683
Si, 4.1474, 4.0641, 12.021
Si, 1.3781, 6.8075, 12.3702
Si, 4.0564, 9.5291, 12.1812
Si, 6.8302, 1.3657, 12.4027
Si, 9.4638, 4.067, 12.263
Si, 6.7173, 6.823, 12.0251
Si, 9.5497, 9.4636, 12.2591
Si, -0.2514, 2.6943, 13.7741
Si, 2.7074, 0.0423, 13.4629
Si, -0.0189, 8.1702, 13.7942
Si, 2.8425, 5.2887, 13.467
Si, 5.3945, 2.8721, 13.6011
Si, 8.2318, -0.1157, 13.7021
Si, 5.353, 8.0705, 13.4554
Si, 8.0604, 5.5355, 13.3952
Si, 1.5692, 3.8016, 14.744
Si, 3.797, 1.6482, 14.7879
Si, 1.2231, 9.8979, 14.9389
Si, 4.2708, 6.524, 14.8895
Si, 6.5689, 4.5192, 14.8616
Si, 9.6629, 0.938, 15.3097
Si, 6.9869, 9.0839, 14.7595
Si, 9.1859, 6.8799, 14.9444
Si, 4.7914, 3.7503, 19.0664
Si, 11.6009, -5.0137, 33.201
Si, 6.0182, -1.5206, 17.5844
Si, -3.9453, -8.6393, 20.2281
Si, -8.1649, -3.0102, 20.027
Si, 9.0942, 6.7549, 23.2106
Si, 13.9482, 13.1593, 30.8723
Si, 4.1958, 20.4787, 22.0923
Si, 0.8718, 28.3274, 21.772
Si, 26.9017, 18.4868, 31.8145
Si, 12.3319, 12.3599, 16.5672
Si, 13.2164, 18.83, 16.9601
Si, 7.4137, 4.6873, 24.8683
Si, 5.9815, 13.8273, 31.1636
Si, 11.1951, 5.7389, 16.8994
Si, 17.5312, -1.3996, 33.8491
Si, 6.1034, 28.1216, 27.1666
Si, 16.3847, -12.4566, 27.4821
Si, 10.6467, 19.7413, 24.824
Si, 7.2178, 9.1807, 22.8221
Si, -1.6197, 26.8075, 31.5807
Si, 15.9086, 23.1827, 22.6564
Si, -4.0104, 27.3978, 30.164
Si, -2.2046, 1.8036, 25.4095
Si, -9.0174, 14.0736, 33.3276
Si, 14.1952, 19.2724, 29.4066
Si, -2.9942, -10.3791, 31.8476
Si, 9.7938, 23.3633, 20.391
Si, 8.0541, 10.1942, 29.1265
Si, -18.5573, 16.0507, 21.129
Si, -2.6829, 0.4247, 18.1739
Si, 15.3315, 15.0831, 23.7248
Si, -5.0599, 17.0402, 17.392
Si, 12.252, -4.4836, 28.23
Si, 3.3406, -16.0254, 25.9978
Si, -6.7285, 0.91, 17.5981
Si, 13.374, 7.9733, 24.1366
Si, -0.7565, 1.1438, 28.0052
Si, 6.9509, -17.637, 33.683
Si, 8.4052, 15.6756, 17.0699
Si, 11.3031, 14.5531, 29.6695
Si, -0.1982, 3.4621, 18.439
Si, -0.4547, -1.7713, 27.805
Si, -23.141, 21.9636, 22.9043
Si, -4.4989, 21.6903, 25.124
Si, 24.4643, -2.6643, 33.2936
Si, 2.0817, 10.3548, 31.181
Si, 21.669, 11.7346, 32.875
O, 2.3794, -7.6332, 34.8459
O, 5.4974, -0.8215, 34.8278
O, 4.5504, 2.7073, 30.4499
O, 11.2295, -5.5283, 34.6865
O, -5.0459, 14.3936, 32.6832
O, -3.2038, 8.6046, 34.712
O, 15.0878, 6.7453, 35.672
O, 6.1962, 5.2801, 34.5837
O, 2.736, 20.4918, 32.4593
O, 11.4007, 13.1978, 33.1992
O, 9.4255, 1.5014, 35.6071
O, 16.8802, 4.3839, 24.151
O, 7.5025, 3.0469, 34.7359
O, 3.4638, 4.4727, 24.9951
O, -0.0586, 2.7245, 19.8609
O, 7.3479, 10.7839, 33.2278
O, -2.6603, 4.5461, 32.748
O, 8.0756, -2.872, 15.4075
O, 10.891, 10.848, 34.2554
O, 2.5198, 11.6573, 17.5729
O, -2.4477, 2.3831, 20.8136
O, 7.4918, -1.0506, 18.1413
O, 4.8783, -0.4622, 18.1459
O, 1.6092, -16.6279, 21.4084
O, -20.4105, -3.5515, 33.1003
O, 9.1512, 1.3891, 23.9178
O, 9.474, 0.521, 19.1944
O, 6.0752, 9.6155, 15.9939
O, -10.4392, 26.7226, 18.3303
O, 9.8925, 1.6304, 26.469
O, 3.6325, 3.9266, 20.1872
O, -8.1244, 8.2318, 18.4681
O, 4.6505, 1.0784, 16.0637
O, 10.0124, -1.6539, 26.2451
O, -2.1661, 0.9084, 16.6914
O, 7.3398, 16.629, 17.8201
N, 11.2655, 0.3265, 15.7463
O, -3.8192, 1.3723, 18.8574
O, -11.6167, -6.9998, 30.8197
O, 16.9267, 1.653, 21.4298
O, 10.7873, 13.3192, 28.7397
O, -2.6912, 10.3634, 22.2676
O, 19.2757, 5.4344, 23.8111
O, 10.3855, 9.9687, 23.6878
O, -5.1014, 20.1024, 22.0618
O, -3.3269, 3.877, 16.0147
O, 15.3665, 13.2061, 18.3568
O, 10.3732, 0.8115, 21.6765
O, 25.9931, 24.4867, 23.1401
O, 7.01, 31.2528, 24.4085
O, 9.9386, -3.4134, 24.383
O, 4.499, 19.1665, 30.4911
O, -2.9415, 29.5223, 22.6319
O, 6.0875, 19.4935, 32.6233
O, -0.5873, 16.9175, 32.2864
O, 1.6502, 17.9735, 23.0856
O, 7.5195, 0.7792, 25.8792
O, 6.2468, -7.2495, 19.7844
O, 12.114, 4.9145, 15.8822
O, 3.5012, 8.974, 23.4052
O, 14.9511, 1.2807, 35.58
O, 6.5673, 20.8191, 28.5409
O, 10.1746, 28.1573, 22.0411
O, 13.0698, 9.2899, 16.1157
O, -13.0896, 22.5103, 28.646
O, -7.4546, 17.9399, 16.1975
O, -1.8228, 19.8872, 28.6717
N, 13.2875, 2.4549, 15.4802
O, 11.3188, 24.2518, 17.3232
O, 4.8265, 15.992, 18.1641
O, 11.5137, 5.1322, 28.948
O, -12.3301, -3.9885, 35.6387
O, -7.3148, -4.3462, 20.3535
O, -2.7611, 3.321, 25.3567
O, 0.4205, 18.6279, 28.016
O, 6.8916, 12.5005, 31.2338
N, -5.2756, 38.4066, 15.6898
O, 2.6555, 17.8223, 29.074
O, 12.5682, 15.5598, 32.7017
O, -5.191, 18.646, 17.8096
O, 15.5064, -5.1614, 26.9836
O, 13.8218, 22.4663, 30.569
O, 3.0005, 2.4357, 32.4747
O, -8.9362, 5.7938, 26.832
O, 0.1394, 10.6403, 28.115
O, -10.2265, 10.9377, 31.6799
O, 7.1453, 16.5147, 26.1626
O, 8.0045, 21.1077, 30.7424
O, 14.9477, -16.5794, 22.5117
O, 1.877, 14.044, 30.2
O, 20.0113, 3.7305, 18.067
O, 8.4337, 16.786, 30.496
O, 23.8391, -1.6249, 29.985
N, 20.4708, -5.0637, 16.3163
O, 12.0868, -3.272, 20.5701
O, 16.2049, 10.3409, 26.2381
O, 3.4186, 7.0821, 25.0939
O, 0.884, -3.6594, 17.0121
O, 6.5333, 17.0501, 28.7034
O, 3.9775, 0.2992, 22.1504
O, 6.7045, 4.0217, 30.2146
O, 14.7953, -3.6303, 32.8193
O, 16.9671, 7.932, 26.885
O, 14.9118, -12.7024, 28.1234
O, 13.5972, -2.2172, 34.8381
O, -5.1052, 0.8488, 23.9652
O, 16.8318, -4.586, 31.3131
O, -12.4556, 12.0203, 32.2652
O, 1.3631, -2.1564, 25.0192
O, 14.3318, 9.0989, 20.7698

Results
free energy: -154116.489 eV
free energy less fixed offsets of N -386.36, O -570.45, Si -639.56 eV per atom: -6.709 eV

Forces (eV/angstrom), in the order of the atoms: element, x, y, z
Si, -0.0004, 0.0004, -0.0041
Si, -0.0008, 0.0009, -0.003
Si, 0.0004, -0.0002, -0.0022
Si, -0.0002, 0.0004, -0.0041
Si, -0.0006, -0.001, -0.0033
Si, -0.0007, -0.0001, -0.0024
Si, 0.0006, -0.0003, -0.0034
Si, -0.0008, 0, -0.0006
Si, -0.0007, -0.0008, -0.0007
Si, 0.0008, 0.0002, -0.0003
Si, -0.0007, -0.0003, -0.0006
Si, -0.0009, 0.0002, -0.0003
Si, -0.0006, 0.0001, -0.0002
Si, 0.0001, -0.0002, 0.0009
Si, -0.0002, -0.0004, 0.0008
Si, -0.0006, 0, -0.0007
Si, -0.0009, -0.0004, 0.0003
Si, -0.0011, -0.0002, 0.0007
Si, -0.0001, -0.0008, 0.0005
Si, 0.0002, -0.0005, 0.0008
Si, -0.0001, -0.0001, -0.0001
Si, -0.001, -0.0002, 0
Si, 0, 0.0002, -0.0001
Si, -0.0013, 0.0001, 0.0007
Si, -0.0002, 0, -0.0006
Si, 0.0003, -0.0005, -0.0006
Si, 0, -0.0004, -0.0005
Si, -0.0015, -0.0008, -0.0009
Si, -0.0011, -0.0005, 0.0005
Si, -0.0012, -0.0002, 0.0001
Si, 0.0003, -0.0002, 0.0002
Si, -0.0005, -0.0001, -0.0007
Si, -0.0004, -0.001, 0.0008
Si, -0.001, -0.0004, 0
Si, -0.0012, -0.0003, -0.0002
Si, -0.0017, -0.0002, -0.0001
Si, -0.0012, -0.0004, -0.0005
Si, -0.0014, -0.0005, -0.0003
Si, -0.0014, -0.0005, 0.0003
Si, -0.0006, -0.001, 0.0001
Si, -0.0017, -0.0006, -0.0002
Si, -0.0005, -0.0003, -0.0003
Si, -0.0006, -0.0007, -0.0001
Si, -0.0006, -0.0006, -0.0002
Si, -0.0008, -0.0005, -0.0002
Si, -0.0003, -0.0001, -0.0002
Si, -0.001, -0.0004, -0.0004
Si, -0.0014, -0.0005, -0.0002
Si, -0.0007, -0.001, -0.0002
Si, -0.0017, 0, -0.0001
Si, -0.0023, -0.0007, 0.0004
Si, 0.0005, -0.0007, -0.0001
Si, -0.0003, -0.0002, -0.0001
Si, -0.0003, -0.0011, 0.0001
Si, -0.0015, -0.0008, -0.0003
Si, -0.0005, -0.0007, 0.0001
Si, -0.0008, -0.0002, 0
Si, -0.0006, -0.0016, 0.0002
Si, -0.0007, -0.0006, 0.0001
Si, 0.0003, -0.0008, -0.0003
Si, 0.0003, 0.0002, -0.0002
Si, -0.0004, -0.0008, 0.0001
Si, -0.0015, -0.0006, -0.0003
Si, -0.0016, -0.0007, 0.0001
Si, -0.0006, -0.0015, 0.0007
Si, -0.0014, -0.0012, 0.0009
Si, -0.0022, -0.0005, -0.0005
Si, -0.001, -0.0005, 0.0002
Si, -0.0001, 0.0002, -0.0007
Si, 0.0001, -0.0004, -0.0011
Si, -0.0005, -0.0016, -0.0005
Si, -0.0013, -0.001, -0.001
Si, 0.0002, 0.0007, -0.0015
Si, -0.0005, -0.0013, -0.0012
Si, -0.0009, -0.0017, -0.0006
Si, -0.0009, -0.0006, -0.001
Si, 0.0007, -0.0015, -0.0008
Si, 0.0018, -0.0018, -0.001
Si, -0.0019, 0, 0.0003
Si, 0.0004, 0, -0.0011
Si, 0.0001, -0.0009, 0.0012
Si, -0.0023, -0.0002, -0.0016
Si, -0.0004, -0.0009, -0.0014
Si, 0, 0.0007, 0.0019
Si, 0.0003, 0.0003, -0.0003
Si, 0.0005, 0.0003, -0.001
Si, -0.0013, -0.0004, -0.0001
Si, -0.001, -0.0019, -0.0019
Si, -0.0006, 0.0007, 0.0039
Si, -0.0019, 0.0013, 0.0033
Si, -0.0012, -0.0025, 0.0029
Si, -0.0004, -0.0029, 0.002
Si, -0.0005, -0.0001, 0.0031
Si, -0.0008, -0.0011, 0.0045
Si, -0.0011, -0.0006, 0.0026
Si, -0.0006, -0.0035, 0.003
Si, -0.0007, 0.0004, 0.006
Si, -0.0014, -0.0001, -0.0058
Si, 0.0005, 0.0003, 0.0084
Si, -0.0004, -0.0024, 0.0049
Si, 0.0005, -0.0023, 0.0047
Si, 0.0022, 0, 0.0043
Si, -0.0006, 0.0021, -0.0095
Si, 0.0025, -0.0015, 0.0042
Si, -0.0005, -0.0003, 0.0059
Si, -0.0005, -0.0001, -0.0073
Si, -0.0014, 0.0014, 0.0024
Si, 0.0026, 0, 0.0054
Si, 0.0004, -0.0003, 0.0027
Si, -0.0009, 0.0003, -0.0048
Si, -0.0007, -0.0004, 0.0045
Si, 0.0001, 0.0003, -0.0089
Si, 0.0002, 0.0003, -0.0005
Si, 0.0004, 0, -0.0006
Si, -0.0047, -0.0003, 0.0007
Si, 0.0002, 0.0005, 0.0032
Si, -0.0001, -0.0004, -0.0053
Si, -0.0005, 0.0007, 0.0043
Si, -0.0003, 0.0005, -0.0046
Si, 0.0015, 0.0001, 0.0016
Si, 0.0002, -0.0007, -0.0093
Si, -0.0007, -0.0006, -0.0042
Si, 0, -0.0001, -0.0071
Si, 0.0009, -0.0022, 0.0054
Si, 0.0005, 0, -0.004
Si, 0.0002, -0.0002, 0.0067
Si, 0.0006, 0.0017, 0.0076
Si, 0.002, 0, 0.0026
Si, 0.0009, -0.0031, 0.0059
Si, 0.0012, 0, -0.0017
Si, 0.0019, -0.0001, 0.0007
Si, 0.0007, -0.0009, 0.0068
Si, -0.0005, 0.0002, 0.0014
Si, 0.0002, -0.0006, -0.0016
Si, 0.0005, -0.0005, -0.0089
Si, 0.0007, -0.0039, 0.0036
Si, -0.0003, -0.0002, -0.0033
Si, -0.0006, -0.0006, 0.0068
Si, 0.0028, -0.0002, -0.0012
Si, 0.0022, 0.0005, 0.004
Si, 0.0013, -0.0001, 0.0016
Si, 0.0008, -0.0003, -0.0076
Si, -0.0003, 0.0006, -0.0066
Si, -0.0005, 0.0002, -0.0093
O, 0.0014, -0.0006, 0.0071
O, -0.0013, 0.0008, 0.0024
O, 0.0003, 0.0007, 0.0026
O, -0.0019, -0.0006, 0.0081
O, 0.0004, 0.0012, 0.0052
O, 0.0014, -0.0012, 0.0047
O, -0.0013, -0.0015, 0.0011
O, -0.0027, 0.0013, 0.0066
O, 0.0003, -0.001, 0.0036
O, 0.0002, 0.0009, 0.0022
O, -0.0012, 0.0008, 0.002
O, 0.0002, 0.0009, -0.0008
O, 0.0006, -0.0016, 0.0043
O, 0.0018, 0.0004, -0.0014
O, 0.0005, 0.0008, -0.0031
O, -0.0015, -0.0021, 0.0041
O, -0.0021, 0, 0.0046
O, -0.0007, 0.002, -0.0051
O, 0.0001, -0.0008, 0.0047
O, -0.002, -0.0006, 0.0006
O, 0.0002, 0.0005, -0.0012
O, -0.0011, -0.0023, -0.0022
O, -0.0006, 0.0003, -0.001
O, 0.0019, -0.0007, -0.0023
O, -0.0001, 0.0007, 0.0011
O, 0.0012, -0.0008, -0.0022
O, -0.0008, -0.001, -0.0042
O, 0.0009, -0.0015, -0.0056
O, -0.0002, 0.0003, -0.0025
O, 0.0015, 0.0006, 0
O, 0.0015, -0.0021, -0.0046
O, -0.0009, 0, -0.006
O, -0.0001, 0.0016, -0.0032
O, 0.0022, 0.002, -0.0005
O, 0.0027, -0.0003, -0.006
O, -0.001, -0.0016, -0.0047
N, -0.0009, -0.0019, -0.0012
O, 0.0001, -0.0017, -0.0028
O, -0.0013, 0.0004, 0.0041
O, 0.0025, 0.0017, -0.0041
O, 0.0016, 0.0024, 0.0014
O, 0.0017, 0.0006, -0.0015
O, 0.0021, 0.0003, -0.0001
O, 0.0019, 0.0008, -0.0023
O, 0.0005, 0.0005, -0.0024
O, -0.0033, 0.0006, -0.0023
O, 0.0005, -0.0024, -0.0049
O, -0.0016, 0.0009, -0.0027
O, 0.0016, 0.0001, -0.0012
O, 0.0004, -0.0005, -0.0011
O, 0.0021, 0.001, -0.0009
O, 0.0016, -0.0005, 0.004
O, 0.0023, 0.0001, -0.0031
O, 0.0009, 0.0011, 0.0031
O, -0.0002, 0.0014, 0.006
O, 0.0004, -0.0008, 0.0001
O, 0.0015, 0.0004, -0.0009
O, -0.0007, 0.001, -0.0037
O, 0.0024, -0.0018, -0.0059
O, 0.0039, 0.0002, -0.0022
O, -0.0005, -0.0006, -0.0002
O, 0.0013, 0.0007, 0
O, 0.0014, -0.0003, -0.0028
O, -0.0003, -0.0004, -0.0016
O, 0.0001, 0, 0.0014
O, 0.0008, -0.0005, -0.0032
O, 0.0002, 0.0013, 0.0005
N, -0.0004, -0.0014, -0.0058
O, 0.0027, -0.0035, -0.0033
O, 0.0018, 0.0018, -0.0066
O, 0.0005, 0.0016, 0.0009
O, -0.0007, -0.0002, 0.0022
O, -0.0011, 0.0018, -0.0045
O, 0.0005, 0.0007, -0.0005
O, 0.002, 0.0008, 0.0007
O, 0.0003, -0.0004, 0.0016
N, -0.0015, -0.0015, -0.0033
O, 0.0005, 0.0018, 0.0007
O, -0.0013, 0.0011, 0.0017
O, -0.0004, 0.0005, -0.0023
O, 0.0006, -0.0002, -0.0003
O, -0.0014, 0.0015, 0.0022
O, -0.0002, 0.0009, 0.0024
O, 0.0009, 0.0004, 0.0007
O, 0.0006, 0.0007, 0.0005
O, -0.0023, 0.0012, 0.0028
O, 0.0016, 0, 0.0004
O, 0.0005, 0.0015, 0.0027
O, 0.0024, -0.0007, -0.0029
O, 0.0016, 0.0013, 0.0029
O, -0.0008, 0.0007, -0.0035
O, 0.0006, 0.0005, 0.0023
O, -0.0005, 0.0007, 0.0023
N, 0.0039, 0.0003, -0.0067
O, 0.0056, 0.0016, -0.0007
O, -0.0002, 0.0009, -0.0006
O, 0.0022, 0.0002, -0.0001
O, -0.0022, -0.002, -0.0037
O, 0.0002, 0.0002, 0.0014
O, 0.0011, -0.0013, -0.0018
O, 0.0002, -0.0005, 0.0013
O, -0.0018, 0.0012, 0.0024
O, 0.0003, -0.0004, 0.0008
O, 0.0009, 0.0012, 0.0003
O, 0.0008, 0.0004, 0.0057
O, 0.0017, -0.0001, -0.002
O, -0.0023, 0.0007, 0.0024
O, 0.0006, 0.0011, 0.0024
O, -0.0016, -0.0003, -0.0016
O, 0.0012, -0.0008, -0.0051

The program warned: the cutoff lies below the one the program advises for these potential files; the forces do not sum to zero within the program's tolerance; empty levels may hold ghost states of the PAW files; the exchange-correlation potential is rough where the density is thin.
